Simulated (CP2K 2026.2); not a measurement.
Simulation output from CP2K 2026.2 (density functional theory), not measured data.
Periodic cell of 654 atoms, Si398O256, from a study of silicon, its oxide and their interface. The atomic structure is a simulated model.
Doubt: the forces sum to 2.55 eV/angstrom along one axis rather than to zero, so they err by at least 0.0039 eV/angstrom per atom on average; the grid cutoff is modest.

Settings: functional PBE; method Gaussian and plane waves; basis set DZVP-MOLOPT-SR-GTH; pseudopotentials GTH-PBE; grid cutoff 350 Ry, relative cutoff 50 Ry; k points Gamma only; occupations fixed; spin none; net charge 0.

Cell vectors (angstrom)
a	16.4025	0	0
b	0	16.4025	0
c	0	0	42.5941

Atoms: element, x, y, z (angstrom)
Si	15.65	0.119	0.003
Si	2.68	2.522	42.317
Si	16.118	5.529	0.227
Si	2.765	8.38	42.479
Si	15.856	11.604	0.217
Si	2.322	13.596	0.531
Si	4.829	0.264	0.13
Si	8.148	2.934	42.393
Si	5.625	4.99	42.143
Si	7.919	8.428	0.012
Si	5.701	10.667	0.019
Si	8.669	13.072	42.519
Si	11.002	15.605	42.338
Si	13.686	2.444	0.431
Si	11.542	4.654	0.057
Si	14.013	7.841	0.036
Si	10.643	10.627	0.025
Si	13.396	13.576	0.3
Si	1.126	1.267	1.168
Si	3.981	4.034	1.087
Si	1.321	6.938	1.263
Si	4.124	9.522	1.404
Si	0.91	12.388	1.895
Si	3.869	15.05	1.578
Si	6.828	1.262	1.093
Si	9.641	3.934	1.348
Si	6.725	6.672	1.087
Si	9.407	9.412	1.559
Si	6.851	12.243	1.313
Si	9.587	14.717	1.392
Si	12.026	1.051	1.308
Si	14.998	3.979	1.618
Si	12.291	6.666	1.199
Si	15.016	9.573	1.322
Si	12.136	11.989	1.443
Si	14.684	15.052	1.599
Si	0.001	2.605	2.796
Si	2.466	0.022	2.782
Si	16.398	8.232	2.733
Si	2.694	5.462	2.558
Si	16.049	13.824	3.09
Si	2.6	10.894	2.774
Si	5.417	2.672	2.544
Si	8.127	16.253	2.569
Si	5.443	8.038	2.679
Si	8.176	5.407	2.571
Si	5.415	13.641	2.682
Si	8.099	10.871	2.824
Si	10.813	2.5	2.738
Si	13.376	16.374	2.917
Si	10.871	7.99	2.683
Si	13.57	5.402	2.789
Si	10.863	13.442	2.854
Si	13.57	10.76	2.793
Si	1.381	4.073	4.034
Si	4.009	1.368	4.017
Si	1.329	9.515	4.186
Si	4.044	6.729	4.049
Si	1.209	15.087	4.265
Si	4.035	12.263	4.076
Si	6.784	4.043	3.977
Si	9.411	1.197	4.081
Si	6.739	9.446	4.115
Si	9.479	6.709	4.068
Si	6.778	14.984	4.048
Si	9.46	12.18	4.237
Si	12.194	3.963	4.087
Si	14.921	1.317	4.155
Si	12.196	9.385	4.113
Si	14.999	6.808	4.084
Si	12.152	14.886	4.244
Si	14.828	12.205	4.236
Si	16.369	16.374	10.952
Si	2.701	2.717	10.957
Si	16.38	5.466	10.956
Si	2.685	8.192	10.953
Si	16.365	10.904	10.954
Si	2.69	13.649	10.947
Si	5.419	16.386	10.949
Si	8.17	2.719	10.932
Si	5.44	5.45	10.938
Si	8.185	8.182	10.944
Si	5.422	10.925	10.949
Si	8.157	13.655	10.954
Si	10.895	16.373	10.949
Si	13.642	2.721	10.948
Si	10.922	5.451	10.923
Si	13.656	8.181	10.959
Si	10.922	10.903	10.952
Si	13.641	13.631	10.968
Si	1.336	1.341	12.32
Si	4.066	4.106	12.31
Si	1.313	6.853	12.343
Si	4.038	9.579	12.316
Si	1.322	12.282	12.315
Si	4.057	15.02	12.315
Si	6.804	1.36	12.293
Si	9.562	4.087	12.274
Si	6.821	6.813	12.3
Si	9.568	9.55	12.316
Si	6.793	12.3	12.32
Si	9.554	15.004	12.324
Si	12.285	1.336	12.302
Si	15.019	4.095	12.311
Si	12.287	6.818	12.303
Si	15.011	9.555	12.345
Si	12.3	12.252	12.346
Si	15.021	14.995	12.335
Si	16.379	2.723	13.676
Si	2.704	16.382	13.695
Si	16.368	8.228	13.753
Si	2.705	5.488	13.676
Si	16.381	13.62	13.722
Si	2.671	10.943	13.712
Si	5.462	2.753	13.654
Si	8.195	0.014	13.649
Si	5.442	8.207	13.622
Si	8.239	5.469	13.651
Si	5.428	13.674	13.69
Si	8.228	10.969	13.649
Si	10.943	2.748	13.633
Si	13.665	16.388	13.684
Si	10.96	8.201	13.685
Si	13.681	5.494	13.67
Si	10.951	13.65	13.697
Si	13.677	10.91	13.756
Si	1.328	4.119	15.026
Si	4.092	1.388	15.008
Si	1.322	9.607	15.146
Si	4.074	6.886	15.016
Si	1.344	15	15.074
Si	4.039	12.324	15.063
Si	6.864	4.118	15.005
Si	9.568	1.406	14.986
Si	6.849	9.574	14.922
Si	9.622	6.817	15.035
Si	6.835	15.06	15.014
Si	9.592	12.302	15.082
Si	12.35	4.084	14.989
Si	15.024	1.358	15.058
Si	12.317	9.529	15.123
Si	14.958	6.889	15.11
Si	12.338	15.007	15.064
Si	15.055	12.257	15.155
Si	16.361	16.355	16.422
Si	2.722	2.758	16.349
Si	16.353	5.498	16.381
Si	2.761	8.259	16.447
Si	16.346	10.885	16.647
Si	2.706	13.685	16.505
Si	5.506	0.071	16.373
Si	8.224	2.755	16.395
Si	5.533	5.567	16.313
Si	8.202	8.23	16.285
Si	5.495	10.924	16.272
Si	8.246	13.757	16.382
Si	10.985	0.081	16.312
Si	13.682	2.758	16.415
Si	11.1	5.495	16.37
Si	13.611	8.197	16.628
Si	10.956	10.901	16.467
Si	13.714	13.667	16.497
Si	1.338	1.372	17.685
Si	4.137	4.202	17.58
Si	1.276	6.909	17.727
Si	4.3	9.557	17.75
Si	1.382	12.276	17.976
Si	4.158	15.145	17.765
Si	6.842	1.43	17.814
Si	9.692	4.147	17.632
Si	6.901	6.91	17.717
Si	9.59	9.413	17.757
Si	6.848	12.296	17.595
Si	9.571	15.276	17.706
Si	12.35	1.35	17.761
Si	14.989	4.193	17.799
Si	12.319	6.742	18.034
Si	14.919	9.506	18.142
Si	12.304	12.305	17.846
Si	15.061	15.045	17.937
Si	16.402	2.78	18.979
Si	2.778	0.18	19.085
Si	0.037	8.076	19.397
Si	2.744	5.543	18.86
Si	0.01	13.668	19.438
Si	3.036	10.941	19.132
Si	5.541	3.043	19.016
Si	8.273	0.161	19.282
Si	5.622	8.221	19.263
Si	8.606	5.791	18.885
Si	5.608	13.712	18.965
Si	8.243	10.95	18.884
Si	11.027	2.792	19.026
Si	13.677	0.083	19.282
Si	10.353	7.514	19.209
Si	13.808	5.465	19.501
Si	11.009	13.948	18.915
Si	13.379	10.937	19.496
Si	1.48	4.109	20.194
Si	3.809	1.993	20.297
Si	1.907	9.245	20.274
Si	3.923	6.879	20.36
Si	1.788	14.967	20.515
Si	4.112	12.707	20.489
Si	7.326	4.271	20.199
Si	9.443	1.923	20.512
Si	7.213	9.608	20.508
Si	10.044	8.637	21.308
Si	7.224	14.707	20.337
Si	9.483	12.616	19.916
Si	12.57	3.75	20.565
Si	14.953	1.707	20.475
Si	11.442	10.597	21.062
Si	15.678	6.259	21.024
Si	12.425	14.911	20.6
Si	14.614	12.537	20.759
Si	5.251	1.817	22.909
Si	15.992	1.057	23.377
Si	1.343	2.862	25.22
Si	5.563	9.426	28.288
Si	5.392	4.998	22.438
Si	6.171	5.171	25.176
Si	7.442	11.228	23.177
Si	5.876	13.797	22.788
Si	8.322	13.313	27.451
Si	10.964	2.878	22.941
Si	1.344	9.755	23.042
Si	12.147	14.768	23.747
Si	3.073	3.516	29.266
Si	3.665	4.041	26.433
Si	7.265	7.357	26.986
Si	11.634	10.231	26.609
Si	3.35	8.396	24.744
Si	9.409	15.071	25.26
Si	9.413	5.3	27.729
Si	12.353	11.954	28.828
Si	11.13	0.801	29.603
Si	13.193	14.88	29.747
Si	14.208	12.291	23.897
Si	1.723	5.834	25.073
Si	15.846	7.452	23.897
Si	10.454	10.121	23.628
Si	8.893	3.598	25.135
Si	1.212	1.458	27.797
Si	2.623	15.374	26.319
Si	6.09	11.022	30.921
Si	5.075	16.037	24.876
Si	13.156	1.214	24.638
Si	7.646	0.855	24.458
Si	6.611	15.023	28.839
Si	9.046	15.931	28.016
Si	14.287	9.629	25.624
Si	6.171	9.412	25.408
Si	13.095	0.343	34.697
Si	0.575	12.419	24.265
Si	15.004	8.232	32.401
Si	6.76	14.03	31.482
Si	11.192	5.117	33.637
Si	13.01	2.31	27.653
Si	8.865	9.956	31.615
Si	16.385	10.569	27.963
Si	12.226	4.934	28.707
Si	1.209	15.076	23.423
Si	9.742	10.899	28.738
Si	15.006	0.701	29.269
Si	1.952	12.498	26.969
Si	0.612	4.887	33.118
Si	0.91	5.609	30.249
Si	2.436	1.566	36.77
Si	4.893	16.144	30.826
Si	5.475	2.78	31.19
Si	10.931	3.308	31.16
Si	1.801	9.674	36.026
Si	1.555	7.522	32.377
Si	14.585	16.034	32.021
Si	0.501	14.499	33.481
Si	14.618	6.799	29.801
Si	15.205	3.695	34.938
Si	2.778	9.721	27.571
Si	5.101	1.865	34.097
Si	0.996	13.845	36.117
Si	6.629	7.431	34.724
Si	3.75	8.495	34.157
Si	11.65	1.66	38.236
Si	1.403	11.906	34.011
Si	0.788	16.059	38.111
Si	4.39	11.166	37.075
Si	8.693	6.838	32.459
Si	5.041	13.165	34.939
Si	7.029	9.601	36.581
Si	8.164	4.454	30.498
Si	13.191	7.266	34.792
Si	15.485	3.755	37.845
Si	14.354	9.8	29.983
Si	14.192	8.418	39.603
Si	2.667	0.174	32.769
Si	11.374	14.124	35.199
Si	13.38	6.06	37.675
Si	5.611	15.214	40.138
Si	14.408	0.768	37.59
Si	7.531	6.866	37.454
Si	11.479	12.931	37.841
Si	1.02	2.172	34.01
Si	11.817	9.897	35.792
Si	9.554	10.621	37.82
Si	5.314	5.588	38.964
Si	6.358	15.767	35.257
Si	7.808	13.406	34.319
Si	12.1	3.006	35.453
Si	10.297	11.843	33.791
Si	0.02	12.112	38.592
Si	3.957	11.167	32.967
Si	5.079	0.476	37.657
Si	4.659	3.189	36.994
Si	2.891	7.015	39.786
Si	4.559	12.183	39.983
Si	0.543	14.594	40.587
Si	2.175	11.32	41.418
Si	10.327	6.205	38.471
Si	9.941	8.73	40.311
Si	8.659	15.104	40.211
Si	10.178	3.686	40.138
Si	13.512	10.894	38.027
Si	1.181	4.325	40.245
Si	10.255	15.374	37.687
Si	0.758	9.19	38.704
O	15.768	15.492	41.284
O	14.662	1.407	42.081
O	2.136	3.102	40.827
O	3.862	1.388	41.945
O	12.806	3.619	42.198
O	0.236	3.973	38.964
O	12.553	12.049	38.655
O	3.38	7.353	41.32
O	13.697	8.477	41.141
O	1.993	8.254	39.212
O	2.968	12.106	0.057
O	1.598	14.218	41.763
O	5.06	15.471	41.626
O	6.267	16.106	36.856
O	6.871	3.919	42.107
O	8.961	2.887	40.915
O	5.211	5.041	40.507
O	2.317	9.702	41.568
O	8.741	8.068	41.211
O	13.176	10.547	36.46
O	6.808	9.547	42.088
O	5.241	11.373	41.203
O	8.385	13.696	41.002
O	8.956	15.014	38.598
O	9.917	15.85	41.03
O	11.095	13.311	33.777
O	0.232	4.689	41.508
O	10.88	4.766	41.146
O	9.729	4.754	38.977
O	13.293	9.538	38.861
O	15.015	6.589	42.186
O	9.654	11.824	42.045
O	10.939	9.563	41.347
O	14.628	12.603	42.185
O	12.281	14.532	41.967
O	14.751	8.35	24.709
O	2.603	3.044	20.919
O	4.678	1.252	21.497
O	5.003	3.445	22.841
O	1.448	10.247	21.51
O	4.975	8.488	24.773
O	4.257	5.822	21.602
O	2.892	8.05	20.963
O	1.846	15.661	22.041
O	2.795	13.673	20.583
O	6.446	14.963	21.781
O	4.777	12.827	22.022
O	7.579	4.48	24.781
O	6.748	5.026	21.544
O	8.31	3.089	20.818
O	13.016	13.396	23.932
O	7.091	12.818	23.275
O	6.829	10.598	21.783
O	8.391	8.587	21.081
O	13.177	1.66	26.187
O	2.775	8.822	26.209
O	10.747	14.511	24.542
O	10.829	10.29	25.198
O	10.532	11.997	21.04
O	11.689	3.988	21.972
O	10.237	8.576	23.004
O	13.767	2.703	21.088
O	15.905	1.268	21.764
O	15.491	12.882	24.759
O	11.734	10.675	22.736
O	0.489	5.089	21.173
O	15.219	6.583	22.631
O	13.669	13.877	20.831
O	11.867	15.148	22.169
O	0.533	12.092	27.679
O	0.571	2.492	26.65
O	4.453	0.914	24.037
O	1.931	0.249	26.998
O	4.048	3.847	27.996
O	2.914	2.775	25.703
O	5.083	4.076	25.657
O	1.2	4.359	24.522
O	7.45	8.45	25.775
O	6.131	10.417	29.421
O	9.492	4.193	26.524
O	5.637	5.857	23.804
O	6.28	6.19	26.428
O	10.935	5.735	28.114
O	12.304	11.645	27.192
O	9.036	10.933	23.363
O	12.9	9.204	26.41
O	6.613	10.552	24.393
O	11.805	15.733	29.749
O	9.692	16.124	26.51
O	14.623	1.584	24.05
O	0.862	1.842	24.049
O	0.501	8.385	23.099
O	0.481	10.875	23.813
O	12.908	16.014	24.481
O	8.659	11.753	27.821
O	8.646	15.995	24.121
O	2.101	15.221	24.776
O	2.009	4.743	29.432
O	8.444	2.031	25.26
O	6.493	8.064	28.252
O	4.631	10.715	31.572
O	5.201	14.651	24.007
O	6.859	1.498	23.158
O	8.585	13.758	25.867
O	6.759	13.664	27.896
O	8.704	6.713	27.319
O	14.283	15.696	28.822
O	10.808	11.981	29.342
O	9.591	0.518	29.167
O	7.42	16.197	28.031
O	13.69	14.861	31.305
O	11.222	1.697	30.975
O	10.17	1.758	22.012
O	12.017	2.041	23.844
O	0.284	6.634	25.071
O	2.646	5.355	26.368
O	2.822	9.507	23.675
O	2.782	6.894	24.354
O	14.692	12.022	22.346
O	2.017	15.159	33.309
O	6.517	0.169	25.422
O	14.928	0.783	30.903
O	16.197	15.863	23.682
O	2.233	2.183	28.841
O	8.413	13.599	20.759
O	5.101	15.473	29.315
O	4.302	10.032	34.087
O	2.394	14.042	27.256
O	13.877	10.876	24.646
O	8.521	4.618	28.912
O	9.126	8.389	32.07
O	14.409	8.329	29.24
O	7.482	14.777	30.231
O	4.935	2.889	35.389
O	9.982	3.721	23.935
O	11.712	1.62	28.328
O	10.516	9.824	27.751
O	14.288	2.003	28.609
O	16.021	6.067	29.335
O	13.048	13.382	29.142
O	4.219	15.672	26.204
O	5.673	10.116	26.8
O	3.964	9.142	28.541
O	0.223	8.466	32.546
O	0.988	10.602	34.931
O	14.671	6.927	31.445
O	3.815	0.906	33.703
O	11.554	4.009	32.489
O	7.372	6.886	33.405
O	8.247	5.958	31.153
O	1	13.484	23.098
O	12.831	3.929	27.562
O	7.284	10.353	31.824
O	9.312	14.321	28.301
O	6.708	3.726	30.674
O	13.365	5.942	29.246
O	0.39	4.695	31.511
O	11.668	4.047	29.931
O	14.41	9.554	31.609
O	3.048	11.343	27.356
O	14.057	0.569	36.008
O	13.877	0.355	33.284
O	6.2	12.636	30.863
O	0.113	0.728	28.726
O	16.02	4.049	36.325
O	2.607	8.429	35.332
O	15.551	4.876	33.867
O	4.044	3.311	30.563
O	4.42	12.623	33.535
O	0.694	9.06	37.065
O	1.386	6.275	33.423
O	1.627	6.96	30.843
O	3.331	16.335	31.283
O	1.266	9.562	28.163
O	1.537	15.072	37.034
O	2.349	11.307	32.828
O	5.65	1.198	30.782
O	5.44	2.836	32.83
O	9.311	3.513	31.177
O	9.892	6.032	33.25
O	2.985	8.207	32.739
O	5.013	7.514	34.453
O	7.762	13.67	32.703
O	16.385	14.594	35.056
O	6.293	0.779	34.438
O	11.988	1.559	34.683
O	15.943	15.308	32.497
O	13.616	3.58	35.207
O	15.441	10.055	26.716
O	13.049	10.692	29.603
O	14.343	7.98	33.872
O	15.538	16.046	38.003
O	15.619	10.637	29.388
O	5.567	15.086	31.908
O	5.075	14.791	34.909
O	11.952	13.016	36.266
O	1.402	1.227	32.74
O	1.334	1.167	37.889
O	1.552	3.689	33.719
O	10.514	0.574	37.78
O	3.69	0.5	36.774
O	5.021	4.598	37.688
O	15.809	2.3	34.294
O	13.017	0.763	38.469
O	2.015	12.988	35.141
O	10.186	14.885	36.109
O	1.701	1.545	35.338
O	5.474	2.055	37.874
O	5.255	13.649	39.821
O	7.733	14.926	34.962
O	4.811	16.137	39.066
O	11.028	4.151	34.974
O	12.432	6.14	33.894
O	7.286	8.895	35.118
O	13.872	7.019	38.878
O	4.393	12.608	36.316
O	6.56	12.576	34.93
O	8.145	10.704	36.999
O	11.241	10.775	34.56
O	1.75	12.449	25.365
O	12.12	8.407	35.24
O	9.124	10.084	29.997
O	15.057	2.204	37.907
O	11.163	2.514	39.537
O	9.8	11.055	32.432
O	11.866	2.747	37.04
O	0.411	12.742	37.146
O	14.14	4.662	38.044
O	12.431	15.279	34.832
O	0.372	12.871	33.173
O	0.002	13.316	39.701
O	0.947	10.806	39.001
O	11.751	5.922	37.715
O	4.822	11.373	38.614
O	1.311	15.596	39.569
O	4.223	6.82	38.851
O	2.062	5.618	39.797
O	6.92	6.421	35.994
O	2.905	10.525	36.886
O	2.92	12.099	40.165
O	0.543	11.491	41.566
O	6.855	6.061	38.699
O	3.028	3.033	37.169
O	10.031	12.18	38.005
O	9.156	6.704	37.434
O	10.596	7.425	39.55
O	7.124	8.425	37.712
O	5.527	10.167	36.513
O	7.158	15.756	40.184
O	9.002	12.356	34.66
O	13.801	6.601	36.176
O	9.387	9.831	39.23
O	11.45	14.467	38.395
O	10.678	9.802	36.956
O	14.986	11.454	38.29
O	15.797	8.686	39.431
Si	16.264	0.02	5.597
Si	2.711	2.731	5.456
Si	16.376	5.412	5.427
Si	2.708	8.107	5.474
Si	16.323	10.881	5.517
Si	2.663	13.643	5.469
Si	5.387	16.374	5.396
Si	8.102	2.662	5.411
Si	5.431	5.388	5.415
Si	8.146	8.109	5.458
Si	5.382	10.865	5.458
Si	8.104	13.632	5.504
Si	10.797	16.317	5.523
Si	13.591	2.698	5.502
Si	10.845	5.357	5.45
Si	13.618	8.114	5.498
Si	10.867	10.798	5.513
Si	13.539	13.585	5.615
Si	1.322	1.384	6.852
Si	4.073	4.071	6.832
Si	1.322	6.766	6.834
Si	4.039	9.504	6.847
Si	1.304	12.269	6.85
Si	4.045	15.015	6.819
Si	6.744	1.321	6.806
Si	9.474	4.012	6.819
Si	6.769	6.762	6.817
Si	9.488	9.468	6.868
Si	6.746	12.241	6.842
Si	9.461	14.969	6.901
Si	12.212	1.308	6.846
Si	14.998	4.071	6.83
Si	12.227	6.74	6.825
Si	14.97	9.501	6.869
Si	12.187	12.189	6.915
Si	14.937	14.989	6.919
Si	16.362	2.73	8.228
Si	2.686	16.389	8.198
Si	16.366	8.146	8.207
Si	2.705	5.432	8.21
Si	16.353	13.632	8.234
Si	2.68	10.895	8.205
Si	5.417	2.697	8.202
Si	8.111	16.382	8.215
Si	5.427	8.153	8.206
Si	8.145	5.414	8.192
Si	5.404	13.642	8.202
Si	8.138	10.885	8.213
Si	10.866	2.689	8.208
Si	13.584	16.374	8.251
Si	10.893	8.129	8.211
Si	13.63	5.427	8.204
Si	10.852	13.607	8.251
Si	13.617	10.87	8.244
Si	1.336	4.088	9.594
Si	4.052	1.344	9.578
Si	1.314	9.533	9.573
Si	4.054	6.812	9.586
Si	1.328	15.015	9.574
Si	4.044	12.274	9.573
Si	6.785	4.063	9.568
Si	9.51	1.325	9.578
Si	6.781	9.529	9.589
Si	9.518	6.783	9.568
Si	6.77	15.006	9.584
Si	9.501	12.245	9.608
Si	12.262	4.059	9.562
Si	14.993	1.343	9.584
Si	12.258	9.503	9.59
Si	14.996	6.8	9.58
Si	12.242	14.978	9.604
Si	14.989	12.258	9.592

Results
total energy: -154798.170 eV
total energy less fixed offsets of O -438.35, Si -107.03 eV per atom: 17.370 eV

Forces (eV/angstrom) on atoms 47 to 329 of the 654, counted in the order above; the others are left out for length: element, x, y, z
Si	0.091	-0.198	0.056
Si	-0.063	0.157	0.167
Si	-0.107	-0.05	0.141
Si	-0.09	-0.106	0.112
Si	0.169	-0.115	0.001
Si	-0.013	0.111	0.15
Si	0.072	-0.122	0.054
Si	0.152	-0.03	0.052
Si	-0.013	-0.087	0.021
Si	0.03	-0.03	-0.071
Si	0.026	-0.01	-0.048
Si	0	0.041	-0.031
Si	-0.034	0.095	0.053
Si	-0.016	0.049	-0.076
Si	-0.087	-0.076	-0.172
Si	0.193	0.035	0.008
Si	0.029	0.046	-0.139
Si	0.024	-0.001	0.004
Si	-0.053	-0.067	0.08
Si	-0.048	0.06	-0.154
Si	-0.034	0.098	-0.067
Si	0.039	0.027	-0.085
Si	0.07	0.049	-0.027
Si	-0.1	-0.006	-0.045
Si	0.049	0.049	-0.08
Si	-0.08	0.063	0.088
Si	0.022	-0.012	0.003
Si	-0.015	-0.023	-0.011
Si	0.025	-0.038	-0.011
Si	-0.011	0.025	0.002
Si	-0.021	-0.005	0.008
Si	0.002	-0.009	0.007
Si	-0.019	-0.025	-0.008
Si	0.005	-0.003	0.002
Si	0	-0.03	-0.015
Si	-0.018	-0.001	0.006
Si	-0.026	0.029	-0.009
Si	-0.02	-0.023	0.001
Si	-0.007	-0.04	-0.002
Si	-0.025	-0.001	0.001
Si	-0.053	0.007	-0.01
Si	-0.015	-0.023	0.016
Si	-0.02	-0.042	0.001
Si	0.007	-0.001	0.015
Si	0.02	0.033	-0.004
Si	0.018	-0.003	-0.005
Si	0.002	-0.018	0.016
Si	0.039	-0.029	-0.012
Si	0.025	0.015	-0.024
Si	-0.003	-0.003	-0.006
Si	0.031	0.022	-0.008
Si	0.03	0.02	-0.024
Si	-0.011	0.011	-0.004
Si	0.056	0.045	-0.017
Si	0.022	0.029	-0.022
Si	-0.046	0.018	0.012
Si	0.005	-0.019	0.005
Si	0.031	0.038	-0.013
Si	-0.001	-0.024	-0.014
Si	0.032	0.045	0.013
Si	-0.031	0.033	0.018
Si	-0.012	0.008	0.016
Si	0.018	-0.024	0.006
Si	-0.01	-0.012	0.01
Si	0.008	0.001	0.007
Si	-0.004	-0.01	-0.001
Si	0.054	-0.03	-0.002
Si	-0.044	0.089	0.011
Si	-0.03	0.013	0.022
Si	0.014	-0.061	0.003
Si	-0.051	0.014	-0.041
Si	0.033	-0.088	0.012
Si	0.026	-0.014	0.038
Si	-0.044	-0.014	-0.02
Si	-0.108	0.045	0.001
Si	-0.026	0.026	-0.014
Si	-0.063	0	0.031
Si	-0.02	-0.044	-0.001
Si	0.052	-0.056	-0.009
Si	0.012	-0.033	-0.013
Si	-0.022	0.025	-0.03
Si	0.035	0.004	-0.006
Si	0.005	-0.023	0.033
Si	0.101	-0.004	0.011
Si	0.036	0.001	0.026
Si	-0.013	0.005	0.005
Si	0.01	-0.005	0.045
Si	0.066	0.064	-0.004
Si	0.017	0.102	-0.023
Si	0.027	0.059	-0.012
Si	-0.037	0.055	-0.01
Si	-0.008	-0.056	0.005
Si	0.003	0.034	-0.019
Si	0.041	-0.018	0.031
Si	0.002	0.096	-0.005
Si	0.023	-0.075	0.026
Si	-0.056	-0.053	0.056
Si	-0.019	0.053	0.043
Si	0.023	0.071	0.008
Si	0.047	-0.059	0.012
Si	-0.024	0.117	0.039
Si	-0.08	-0.024	0.015
Si	0.017	0.074	0.127
Si	-0.03	-0.04	0.177
Si	-0.008	-0.065	0.077
Si	0.022	-0.006	0.041
Si	-0.17	-0.013	-0.061
Si	-0.042	-0.065	0.068
Si	0.111	-0.049	-0.009
Si	-0.016	0.017	0.083
Si	-0.109	0.009	0.001
Si	-0.014	0.058	0.075
Si	-0.105	-0.196	0.02
Si	0.015	-0.043	0.04
Si	0.005	-0.087	0.086
Si	0.011	-0.07	0.112
Si	-0.02	-0.093	-0.174
Si	0.104	0.078	-0.251
Si	-0.068	0.031	-0.254
Si	0.015	0.051	0.05
Si	0.09	0.174	-0.01
Si	-0.053	-0.005	-0.222
Si	-0.069	0.043	0.061
Si	0.013	-0.001	-0.151
Si	-0.008	-0.029	-0.006
Si	0.172	-0.075	0.059
Si	-0.097	-0.007	-0.247
Si	-0.089	0.124	-0.169
Si	-0.039	-0.034	-0.033
Si	-0.06	0.021	-0.023
Si	-0.096	0.043	0.114
Si	-0.028	0.134	0.007
Si	0.155	0.063	-0.299
Si	-0.043	-0.244	0.153
Si	0.033	-0.025	0.234
Si	0.118	0.052	0.189
Si	0.161	-0.171	0.392
Si	0.022	-0.066	0.292
Si	-0.072	-0.041	0.099
Si	-0.059	0.096	0.187
Si	0.16	-0.052	0.181
Si	-0.016	-0.006	0.226
Si	0.002	-0.141	0.229
Si	-0.142	-0.14	0.079
Si	-0.152	-0.008	0.189
Si	-0.128	-0.152	0.136
Si	0.063	0.095	0.198
Si	0.013	-0.047	0.159
Si	0.038	-0.079	-0.055
Si	0.137	-0.14	0.185
Si	0.11	0.054	0.109
Si	0.103	0.02	-0.032
Si	0.13	-0.115	0.159
Si	-0.157	0.123	0.165
Si	0.167	-0.064	-0.071
Si	0.089	0.169	0.077
Si	-0.037	0.115	-0.009
Si	0.31	0.018	-0.033
Si	0.118	0.067	0.181
Si	0.067	-0.252	0.008
Si	-0.016	0.28	-0.105
Si	0.169	0.022	-0.147
Si	0.288	0.085	0.237
Si	-0.179	0.393	0.76
Si	-0.061	0.005	0.1
Si	0.043	-0.082	0.087
Si	-0.293	0.262	0.649
Si	0.002	0.095	-0.246
Si	-0.225	0.204	0.305
Si	0.253	0.075	0.043
Si	0.126	-0.173	0.386
Si	-0.164	0.028	0.301
Si	0.019	0.122	-0.011
Si	-0.056	-0.132	-0.3
Si	-0.022	0.108	0.108
Si	0.095	-0.023	0.228
Si	-0.102	-0.086	0.107
Si	-0.235	0.148	0.02
Si	0.035	-0.032	-0.223
Si	-0.081	-0.179	0.033
Si	0.049	0.055	0.327
Si	-0.069	-0.007	0.096
Si	0.1	-0.02	-0.263
Si	0.034	0.057	-0.106
Si	-0.033	-0.06	-0.212
Si	0.148	0.037	0.088
Si	0.078	-0.159	0.17
Si	-0.08	0.01	-0.055
Si	-0.178	-0.031	-0.261
Si	-0.02	0.073	-0.29
Si	-0.049	-0.002	-0.13
Si	0.012	-0.022	-0.134
Si	-0.043	0.294	0.248
Si	0.13	-0.085	0.03
Si	0.18	0.061	0.313
Si	0.055	0.034	0.087
Si	-0.229	-0.184	-0.001
Si	0.039	0.106	-0.322
Si	0.155	-0.093	-0.017
Si	0.061	-0.047	-0.112
Si	0.167	0.046	0.199
Si	-0.013	-0.159	-0.108
Si	-0.044	-0.103	0.233
Si	-0.006	-0.015	-0.342
Si	0.004	0.091	-0.374
Si	0.102	0.038	0.038
Si	-0.065	-0.094	-0.091
Si	-0.02	0.011	0.332
Si	0.009	0.235	0.163
Si	-0.086	-0.077	0.075
Si	0.078	0.067	0.014
Si	-0.041	-0.017	0.226
Si	0.05	-0.116	-0.231
Si	0.022	0.053	-0.047
Si	0.005	-0.01	-0.201
Si	0.007	-0.08	-0.16
Si	0.047	-0.194	0.268
Si	-0.098	0.151	-0.2
Si	0.005	0.017	-0.11
Si	0.033	0.2	-0.118
Si	-0.028	-0.094	0.135
Si	0.004	-0.053	-0.02
Si	-0.108	0.045	0.168
Si	-0.019	-0.051	-0.138
Si	-0.043	-0.078	-0.025
Si	-0.011	-0.014	-0.002
Si	-0.079	-0.023	0.198
Si	0.038	-0.003	0.097
Si	-0.06	0.027	0.066
Si	-0.052	-0.052	0.291
Si	0.098	0.017	0.026
Si	-0.086	-0.073	0.254
Si	0.114	0.017	-0.137
Si	-0.126	-0.074	0.218
Si	-0.065	0.106	0.35
Si	0.095	0.098	0.336
Si	0.006	-0.017	0.286
Si	0.122	-0.078	-0.145
Si	-0.058	0.033	0.315
Si	-0.227	0.059	-0.171
Si	-0.026	-0.114	0.097
Si	0.016	0.028	0.118
Si	-0.105	-0.116	0.223
Si	0.067	0.026	0.27
Si	0.026	-0.003	-0.11
Si	0.008	-0.034	0.332
Si	-0.13	0.09	0.021
Si	0.055	0.006	-0.09
Si	0.128	0.001	-0.269
Si	0.023	-0.035	0.101
Si	0.049	0.066	0.209
Si	-0.043	0.031	0.034
Si	-0.002	-0.058	-0.226
Si	0.022	-0.095	0.063
Si	0.077	-0.009	0.137
Si	0.142	-0.077	0.203
Si	-0.11	0	0.213
Si	0.144	0.034	0.252
Si	0.1	0.073	-0.114
Si	0.136	0.208	-0.179
Si	-0.065	0.044	0.144
Si	-0.076	-0.038	0.15
Si	0.016	-0.095	0.141
Si	-0.031	-0.032	0.079
Si	-0.045	-0.015	-0.096
Si	0.053	0.029	0.145
Si	-0.061	0.07	0.126
Si	0.001	-0.017	0.164
Si	-0.035	0.216	-0.288
Si	-0.003	-0.068	-0.07
Si	0.07	-0.16	0.06
Si	-0.12	0.035	0.21
Si	-0.062	-0.007	-0.1
Si	0.006	-0.014	-0.051
Si	0.095	-0.23	0.03
Si	-0.048	0.205	-0.139
Si	0.119	0.12	-0.032
Si	-0.072	0.026	0.048
Si	0.332	0.115	0.026
Si	-0.132	-0.054	-0.184
O	-0.054	0.1	0.024
O	0.202	-0.15	0.479
O	0.091	-0.309	0.111
